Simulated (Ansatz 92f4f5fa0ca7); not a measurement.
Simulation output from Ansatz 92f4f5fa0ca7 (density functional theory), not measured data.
Periodic cell of 237 atoms, Si145O90As2, from a study of silicon, its oxide and their interface. The atomic structure is a simulated model.
Doubt: the cutoff is far below the 930 eV that the study's wrapper takes by default for these files, so forces and energies are approximate.

Settings: functional PBE; potential files Ansatz PAW; basis plane waves; wave-function cutoff 580 eV; density cutoff ratio 5; exchange-correlation grid ratio 1; k mesh 1 x 1 x 1, Gamma-centred; self-consistency stop 5e-08 eV per atom in the density residual; occupations fixed; spin none; net charge 0.

Cell vectors (angstrom)
a 11.6015 0 0
b 0 10.938 0
c 0 0 32.0622

Atoms: element, x, y, z (angstrom)
Si -0.1942 -0.0681 23.2764
Si 3.673 0.1963 23.1085
Si 7.5552 -0.1349 23.4495
Si 1.6898 1.3706 23.4198
Si 5.7355 1.4047 23.193
Si 9.4459 1.2281 23.3623
Si 0.1655 5.312 23.4603
Si 4.1234 5.2965 23.3971
Si 8.0364 5.6076 23.5447
Si 2.1613 6.5846 23.3672
Si 5.9685 6.7681 23.4818
Si 10.013 6.8665 23.5963
Si 1.9049 2.665 25.3826
Si 5.8321 2.6551 25.2576
Si 9.6317 2.6881 25.2629
Si 11.5998 4.0055 25.3873
Si 3.8943 3.9714 25.3232
Si 7.743 4.0921 25.3433
Si 1.9749 8.148 25.1939
Si 5.7779 8.1661 25.3667
Si 9.713 8.2631 25.4282
Si 11.6414 9.5583 25.265
Si 3.8673 9.5843 25.0778
Si 7.6918 9.5195 25.4097
Si 11.6534 -0.0103 27.206
Si 3.9037 -0.0554 27.123
Si 7.761 -0.0163 27.2863
Si 1.9886 1.3109 27.278
Si 5.8306 1.3202 27.2066
Si 9.6978 1.331 27.2081
Si 11.5945 5.4698 27.2391
Si 3.8485 5.4199 27.2161
Si 7.714 5.4609 27.2668
Si 1.9401 6.8246 27.1808
Si 5.7608 6.7976 27.2752
Si 9.6572 6.8156 27.283
Si 1.9489 2.7214 29.1755
Si 5.7922 2.709 29.1381
Si 9.6837 2.7242 29.1414
Si 0.0146 4.0959 29.1655
Si 3.8657 4.0859 29.1689
Si 7.73 4.0759 29.178
Si 1.9435 8.1855 29.1341
Si 5.7902 8.1923 29.1808
Si 9.6733 8.2051 29.1914
Si 0.0112 9.5597 29.1458
Si 3.8741 9.5645 29.1152
Si 7.7346 9.5455 29.1958
Si 0 0 31.0965
Si 3.8672 0 31.0965
Si 7.7343 0 31.0965
Si 1.9336 1.3673 31.0965
Si 5.8008 1.3673 31.0965
Si 9.6679 1.3673 31.0965
Si 0 5.469 31.0965
Si 3.8672 5.469 31.0965
Si 7.7343 5.469 31.0965
Si 1.9336 6.8362 31.0965
Si 5.8008 6.8362 31.0965
Si 9.6679 6.8362 31.0965
Si 1.9336 2.7345 0.9679
Si 5.8008 2.7345 0.9679
Si 9.6679 2.7345 0.9679
Si 0 4.1018 0.9679
Si 3.8672 4.1018 0.9679
Si 7.7343 4.1018 0.9679
Si 1.9336 8.2035 0.9679
Si 5.8008 8.2035 0.9679
Si 9.6679 8.2035 0.9679
Si 0 9.5708 0.9679
Si 3.8672 9.5708 0.9679
Si 7.7343 9.5708 0.9679
Si 11.6076 0.0148 2.9087
Si 3.8524 0.0491 2.8889
Si 7.7613 0.009 2.8905
Si 1.9255 1.3846 2.8912
Si 5.8328 1.3285 2.822
Si 9.6725 1.3773 2.9119
Si 11.5827 5.4882 2.8845
Si 3.883 5.4799 2.9012
Si 7.7467 5.5082 2.8962
Si 1.9244 6.8124 2.877
Si 5.812 6.8451 2.8831
Si 9.674 6.8878 2.9467
Si 1.9453 2.7794 4.7829
Si 5.8775 2.8098 4.6207
Si 9.6425 2.8017 4.8109
Si 11.5868 4.1235 4.8036
Si 3.9158 4.0778 4.817
Si 7.7748 4.2154 4.8757
Si 1.8898 8.1463 4.8263
Si 5.8133 8.2511 4.7848
Si 9.6812 8.2897 4.898
Si 11.6303 9.641 4.8774
Si 3.815 9.4818 4.713
Si 7.7432 9.6338 4.8506
Si 11.5686 0.1847 6.7775
As 3.6773 -0.214 6.8109
Si 7.822 0.037 6.8266
Si 2.0127 1.4455 6.7217
As 5.7386 1.2094 6.4466
Si 9.678 1.5638 6.8095
Si 11.5501 5.4867 6.7282
Si 4.0093 5.4108 6.7787
Si 7.7612 5.6695 6.8221
Si 2.0066 6.6247 6.6663
Si 5.8314 6.9682 6.735
Si 9.7771 7.0282 6.9148
O 10 7.9467 8.3163
O 7.6309 10.0068 8.1911
O 7.4339 4.6998 8.1383
O 2.93 10.4206 8.5603
O 2.1764 7.4943 8.0583
O 4.0065 4.5666 8.2348
O 9.7918 2.4433 8.2239
O 2.6102 2.3546 8.0128
O 11.3787 4.5817 8.1101
O 5.4034 2.3869 7.7757
O 5.8383 7.9939 8.0536
O 11.2285 10.3213 8.1691
O 11.2693 10.085 21.7977
O 3.2338 10.7084 21.5304
O 5.7659 7.7811 22.1717
O 4.226 4.4498 21.9476
O 7.6813 9.6863 22.191
O 10.3271 7.6646 22.1751
O 1.6185 2.3905 22.1115
O 5.9465 2.4361 21.8825
O 8.4493 4.693 22.2161
O -0.0647 4.4448 22.0396
O 2.3389 7.3747 21.9241
O 9.1349 1.875 21.8617
Si 1.9773 7.7587 9.6312
Si 5.0376 0.5978 17.6879
Si 2.4717 5.4491 14.0574
Si 10.5762 3.8485 14.0284
Si 8.2786 2.3957 15.2536
Si 9.5555 2.2417 20.3363
Si 10.5054 3.6375 9.1036
Si 0.0772 2.2741 11.5711
Si 10.9648 8.0879 15.4252
Si 5.1693 6.9487 13.9937
Si 5.6946 2.6098 11.1019
Si 8.5782 7.6619 19.3962
Si 8.124 4.8411 20.6311
Si 5.9144 9.6021 15.2026
Si 2.1135 7.6416 20.339
Si 1.9283 4.8873 18.7911
Si 4.5063 3.459 18.0144
Si 8.4829 8.9278 16.8315
Si 0.7884 9.4726 13.3664
Si 9.9126 10.6209 11.7492
Si 5.3549 3.7063 21.0185
Si 0.5571 5.5014 16.2788
Si 10.7981 9.1193 9.1647
Si 6.5639 8.8964 21.2937
Si 7.0871 7.15 11.4501
Si 2.6676 0.7125 12.3629
Si 10.8905 8.6813 21.0384
Si 6.0594 4.3643 15.6448
Si 7.0739 0.5095 12.9721
Si 4.0611 2.9469 8.5434
Si 0.8759 6.7791 11.9181
Si 6.5199 9.1102 9.0417
Si 0.6747 3.2852 21.1436
Si 9.775 6.5118 12.8826
Si 7.6998 4.5443 9.7378
Si 3.9884 10.0755 20.2142
Si 4.2271 3.0642 13.5668
Si 3.7659 9.9906 9.8847
Si 8.0551 0.7874 18.0289
O 11.5373 3.1991 12.8966
O 9.3236 4.4392 9.915
O 8.8069 3.6004 19.8555
O 4.038 -0.044 18.8107
O 11.3387 4.5054 15.302
O 9.8813 9.7279 10.3737
O 3.7337 1.5401 13.281
O 0.6318 8.9616 14.9052
O 6.4753 1 18.3788
O 4.7635 3.1738 19.6053
O 6.2282 1.1952 11.7468
O 0.5964 8.6182 9.8154
O 5.6574 4.3415 17.2382
O 8.4268 7.1976 12.3474
O 4.3717 2.5575 10.1093
O 2.0431 5.6935 15.61
O 3.4835 -0.0845 11.2229
O 5.8763 7.2145 12.5406
O 2.2915 6.3556 19.3752
O 0.6456 4.9041 17.7875
O 8.401 10.7181 12.3537
O 5.3644 10.1321 9.5504
O 0.6 8.2078 20.1982
O 9.7632 2.6004 14.6619
O 1.8946 10.6488 13.3816
O 9.9285 9.1074 16.1275
O 6.1514 10.3667 13.7777
O 7.4464 1.6211 14.0984
O 1.6645 3.916 20.0461
O 5.9393 5.8329 14.9314
O 7.3264 8.9463 15.7004
O 1.5647 1.6337 11.6051
O 7.1087 8.3863 10.38
O 4.3305 2.0079 17.2739
O 6.9735 3.2075 10.2961
O 11.4496 6.953 16.4743
O 8.2572 10.1412 17.8555
O 3.3375 8.4397 10.2134
O 7.6011 3.8541 15.5292
O 3.1486 4.3208 17.8982
O 2.8658 3.9136 13.7484
O 1.3343 8.2561 12.4394
O 1.1891 5.7305 13.1077
O 4.9671 8.3248 14.8523
O 11.1773 2.3941 20.3285
O 10.92 9.9542 12.8419
O 5.1915 3.5669 12.3361
O 5.0966 3.2596 14.9199
O 6.4926 4.8021 20.5665
O 8.4019 1.5597 16.6413
O 10.4675 1.1858 11.4602
O 10.8715 6.6646 11.6781
O 3.2564 8.6799 19.8412
O 1.7021 6.4268 10.5521
O 7.1634 8.1814 19.9841
O 8.4745 7.5829 17.7658
O 3.6796 6.4291 13.6409
O 9.5871 4.9475 13.315
O 5.5232 9.9933 20.7364
O 10.2367 7.3505 14.1825
O 8.7914 6.1589 19.9689
O 7.0636 5.7836 10.5688
O 5.2627 10.5582 16.3777
O 9.06 1.149 19.2497
O 11.5872 3.13 10.1939
O 9.738 8.7057 19.8859

Results
free energy: -153070.518 eV
free energy less fixed offsets of As -4856.12, O -568.88, Si -635.61 eV per atom: 4.372 eV

Forces (eV/angstrom), in the order of the atoms: element, x, y, z
Si -0.003 0.0193 0.0033
Si -0.0006 -0.0067 0.002
Si -0.0142 0.0174 -0.0061
Si -0.003 -0.0207 -0.0106
Si 0.0008 -0.0209 -0.0081
Si 0.0048 -0.0084 -0.0066
Si -0.0191 0.0081 -0.0163
Si 0.0158 0.0011 -0.0076
Si -0.0056 -0.0053 -0.0012
Si -0.0022 0.0005 -0.0075
Si -0.0019 -0.0035 -0.0054
Si 0.0099 -0.004 -0.0063
Si 0.0041 0 -0.0066
Si 0.0085 0.0022 -0.0157
Si -0.0043 -0.0044 -0.0113
Si -0.0004 0.0043 0.0055
Si -0.006 0.0077 0.0067
Si 0.001 0.0199 0.0158
Si 0.0044 0.0019 0.0034
Si -0.0049 0.0056 0.0127
Si -0.0059 -0.002 0.0153
Si -0.0036 0.0058 -0.0132
Si 0.0081 0.0223 -0.0314
Si 0.0094 0.0018 -0.0063
Si -0.0136 -0.0036 -0.0008
Si 0.0078 -0.0211 -0.0317
Si 0.0062 -0.0168 0.0085
Si 0.0052 0.0037 0.0122
Si -0.0131 -0.0067 -0.0091
Si 0.0059 -0.0026 -0.0111
Si 0.0018 0.0039 0.0058
Si -0.0039 0.0054 0.0095
Si 0.0022 -0.012 0.0104
Si -0.0068 -0.0134 -0.0135
Si 0.0139 -0.0017 0.0087
Si -0.0166 0.0044 0.0084
Si -0.0393 0.0144 -0.0107
Si 0.0151 0.0176 0.0498
Si -0.0236 0.0046 0.0404
Si 0.0128 -0.0136 -0.0174
Si 0.0304 0.0184 -0.0175
Si 0.0153 0.0035 -0.0432
Si 0.0165 0.0014 0.0181
Si 0.0217 0.003 -0.0611
Si 0.0187 -0.0097 -0.06
Si 0.006 0.0204 0.0528
Si -0.0401 0.0915 0.0965
Si -0.0266 0.0022 -0.0296
Si 0.0642 -0.0003 -0.0953
Si -0.0176 -0.0986 -0.3229
Si -0.031 0.0654 0.1313
Si 0.0064 -0.088 0.083
Si -0.0164 -0.0189 -0.1351
Si 0.0166 -0.0794 -0.0964
Si 0.0116 -0.0082 0.0171
Si 0.0315 0.0205 -0.0113
Si -0.0024 -0.0363 0.0258
Si 0.0173 -0.0031 -0.1274
Si -0.0261 -0.0877 0.1312
Si 0.0453 -0.1629 0.184
Si -0.0113 0.1039 -0.0837
Si 0.0042 0.132 -0.3766
Si 0.0251 0.0479 0.0046
Si -0.0908 0.029 -0.0264
Si 0.0191 -0.0263 0.0573
Si 0.0753 0.1021 0.1477
Si 0.0361 0.0579 -0.0225
Si -0.0417 0.1156 -0.0695
Si 0.043 0.1365 0.1443
Si -0.0644 0.0093 0.021
Si -0.0037 0.0698 -0.0579
Si 0.1085 -0.0656 -0.0228
Si 0.0139 -0.0412 -0.0194
Si -0.0024 -0.5348 0.0059
Si 0.0355 -0.0773 -0.0217
Si -0.0261 0.0033 -0.0313
Si -0.0555 0.0122 0.1152
Si 0.0123 0.0185 -0.0043
Si -0.0953 0.0477 -0.0315
Si -0.0608 0.0182 0.0762
Si 0.2064 0.0329 0.0663
Si -0.0122 0.0354 0.0859
Si 0.0133 -0.0188 0.1116
Si -0.0138 -0.1201 -0.1594
Si -0.1478 0.0117 0.1829
Si 0.2847 0.0918 0.5762
Si -0.0816 0.021 0.0018
Si 0.0907 0.0273 -0.0132
Si 0.1702 0.1486 -0.1149
Si -0.1353 0.2805 -0.2074
Si 0.0763 -0.008 -0.1108
Si -0.1452 0.0825 -0.0988
Si 0.021 0.0111 0.0098
Si 0.0379 -0.0134 0.0837
Si 0.0366 0.0685 -0.375
Si -0.0858 -0.007 -0.0204
Si 0.1317 0.1381 -0.12
As 0.6693 -0.2532 0.4111
Si -0.2963 -0.1124 0.5327
Si 0.0115 0.1039 0.3211
As 0.2199 0.3077 -1.0566
Si 0.1192 -0.138 0.1452
Si -0.0355 0.0267 0.0522
Si -0.0733 -0.034 0.0028
Si -0.0033 -0.0683 -0.0439
Si 0.007 0.0357 0.0455
Si 0.0123 0.0385 0.0599
Si -0.0406 -0.0544 0.0537
O 0.0222 0.0311 -0.0234
O -0.0928 0.0226 -0.0286
O 0.0233 0.0337 0.0082
O -0.8219 -0.0819 0.7742
O -0.0259 -0.0264 -0.002
O 0.0763 -0.0595 0.0748
O -0.0309 0.0245 -0.0548
O 0.0709 -0.0392 -0.0709
O 0.0063 0.0163 -0.0496
O -0.0439 -0.2263 -0.1623
O 0.0672 -0.0485 0.0101
O -0.0117 -0.0243 -0.0325
O 0.0023 -0.006 -0.0006
O 0.0009 0.0051 0.0018
O -0.007 -0.0033 0.013
O -0.0083 0.0042 0.007
O 0.0014 -0.0032 0.0048
O -0.0027 -0.0029 0.0103
O 0.0001 0.0017 0.0085
O -0.0025 0.0024 0.0084
O -0.0019 0.0068 0.0132
O 0.0008 0.0039 0.0127
O 0.0008 -0.0171 0.0211
O 0.0027 -0.0054 0.0094
Si 0.021 0.0142 0.0345
Si 0.0021 -0.0103 -0.0052
Si -0.0037 0.028 0.0081
Si -0.0205 0.0072 0.0318
Si 0.0046 -0.0006 0.0156
Si 0.003 -0.0045 -0.0193
Si 0.0397 0.0236 0.0302
Si 0.0163 0.0153 0.0058
Si 0.0089 0.0195 0.0073
Si 0.0008 0.0154 0.0009
Si 0.0427 -0.0195 0.0967
Si -0.0019 0.0003 -0.0152
Si 0.0022 -0.0008 -0.0213
Si -0.0115 -0.0027 0.009
Si -0.0056 0.0105 -0.0343
Si -0.005 -0.0078 -0.0177
Si -0.0057 -0.0003 -0.008
Si 0 0.0165 -0.0072
Si 0.0186 -0.015 0.0178
Si -0.0121 0.0068 0.0512
Si 0.006 -0.0078 -0.0181
Si -0.0081 0.0073 0.0118
Si 0.0118 -0.0086 0.0351
Si -0.0049 0.0105 -0.0197
Si -0.0037 -0.0078 0.012
Si -0.0132 -0.0176 -0.0039
Si 0.0012 0.0114 -0.0196
Si -0.0064 0.0083 0.0065
Si -0.0059 -0.0172 0.0274
Si -0.0841 -0.1241 -0.1385
Si 0.0273 0.0058 -0.0012
Si -0.1525 -0.0134 -0.0075
Si -0.0004 -0.0053 -0.0213
Si -0.0045 0.0117 0.0169
Si 0.023 0.0871 0.0299
Si 0.001 0.0096 -0.0205
Si -0.0155 -0.0277 0
Si -0.0432 -0.0015 -0.1685
Si -0.0073 -0.0067 -0.0017
O 0.0107 -0.014 -0.0235
O -0.0094 -0.0326 -0.0085
O -0.0047 0.0049 0.0029
O 0.0009 -0.0037 0.0102
O -0.0042 -0.0096 -0.0244
O 0.0243 -0.0321 -0.0275
O -0.007 0.0219 0.0182
O -0.0013 0.0013 -0.0122
O 0.0005 0.0044 0.0013
O 0.0041 0.0004 0.0058
O -0.032 0.0389 -0.0513
O -0.0148 -0.0156 -0.0029
O 0.0074 0.005 -0.0043
O 0.0173 -0.0082 -0.0024
O 0.0421 0.0507 -0.1084
O 0.0054 -0.0029 -0.0092
O 0.0306 -0.0043 -0.0208
O 0.0086 0.0011 -0.0137
O -0.0028 0.0091 0.0068
O 0.006 -0.0055 0.0039
O 0.0101 0.008 -0.0082
O -0.0051 -0.0334 0.0254
O -0.0026 -0.0012 0.0067
O 0.0034 0.0037 -0.0139
O -0.0123 0.0037 0.0075
O -0.0089 -0.0098 0.0021
O 0.0086 0.0146 -0.0118
O -0.0144 -0.0032 -0.0191
O 0.0014 0.0007 0.0088
O -0.0037 -0.0153 0.0022
O 0.0007 0.0053 -0.0041
O -0.0216 0.0092 0
O 0.0115 0.0264 -0.0432
O 0.0036 0.0104 0.0035
O -0.023 -0.0135 -0.0029
O 0.0009 -0.0175 -0.0062
O -0.0037 0.0052 -0.0031
O -0.0304 0.0305 0.0175
O 0.0006 0.0012 -0.002
O -0.001 0.0042 0.0014
O -0.0171 -0.0065 0.0004
O -0.0217 0.0081 -0.0012
O -0.0003 -0.0071 -0.0004
O -0.0012 -0.0017 -0.0116
O 0.0034 0.0056 0.0026
O -0.0153 0.0067 -0.0207
O 0.0019 -0.0058 -0.0412
O 0.0098 0.0032 -0.0034
O 0.001 0.004 0.0031
O 0.001 0.0065 -0.0146
O 0.0049 -0.0014 0.0018
O -0.0113 -0.001 -0.0185
O -0.0059 -0.0053 0.0045
O -0.0034 -0.0278 0.0104
O -0.0031 -0.0038 0.012
O -0.0028 -0.0073 0.0113
O -0.0103 -0.0116 0.0072
O -0.0052 -0.0097 -0.008
O 0.0076 -0.0102 0.0071
O -0.0079 -0.0099 -0.0162
O 0 -0.0083 0.0068
O -0.0018 -0.0277 -0.0099
O 0.0018 0.0079 -0.0005
O 0.0055 0.0041 0.0034
O -0.0221 0.0112 -0.0146
O 0.0003 0.0003 0.0056

The program warned: the cutoff lies below the one the program advises for these potential files; the exchange-correlation potential is rough where the density is thin.
